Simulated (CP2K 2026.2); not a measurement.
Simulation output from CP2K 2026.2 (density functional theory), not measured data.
Periodic cell of 525 atoms, Si368O157, from a study of silicon, its oxide and their interface. The atomic structure is a simulated model.
Doubt: the forces sum to 2.59 eV/angstrom along one axis rather than to zero, so they err by at least 0.0049 eV/angstrom per atom on average; the grid cutoff is modest.

Settings: functional PBE; method Gaussian and plane waves; basis set DZVP-MOLOPT-SR-GTH; pseudopotentials GTH-PBE; grid cutoff 350 Ry, relative cutoff 50 Ry; k points Gamma only; occupations fixed; spin none; net charge 0.

Cell vectors (angstrom)
a 15.3871 0 0
b 0 15.3871 0
c 2.7213 -4.1062 39.693

Atoms and the computed forces on them: element, x, y, z (angstrom), force x, y, z (eV/angstrom)
Si 13.447 12.034 31.085 0.078 0.001 0.26
Si 14.241 -0.352 31.646 0.303 -0.014 0.538
Si 16.349 0.169 29.532 -0.034 0.027 0.218
Si 13.985 7.49 33.577 0.262 -0.073 0.832
Si 2.613 11.155 31.542 -0.332 -0.108 0.581
Si 2.757 -1.143 31.597 -0.324 0.132 0.662
Si 16.448 4.008 31.598 0.087 -0.02 0.241
Si 2.084 8.92 29.391 0.015 0.125 0.133
Si 5.999 -2.094 29 0.129 0.034 0.182
Si 7.3 -0.272 33.767 0.204 0.116 0.707
Si 5.882 2.733 31.33 0.03 0.196 0.598
Si 6.893 8.25 30.649 -0.081 0.028 0.22
Si 11.957 9.591 26.408 0.085 0.07 -0.011
Si 11.315 0.341 31.161 -0.056 -0.17 0.053
Si 14.107 3.536 33.657 0.126 0.057 0.729
Si 10.762 7.007 27.883 -0.076 -0.003 0.051
Si 5.607 11.067 31.071 0.123 0.072 0.096
Si 17.399 -0.408 33.705 0.032 -0.008 -0.026
Si 3.275 3.521 33.718 0.305 -0.042 0.574
Si 3.017 7.482 33.728 -0.214 -0.133 0.842
Si 7.225 11.381 33.691 0.242 -0.173 0.577
Si 5.566 -0.185 31.242 -0.036 0.04 0.121
Si 5.745 3.484 33.557 -0.054 -0.005 0.024
Si 6.493 5.463 34.731 0.009 0.035 -0.092
Si 10.422 11.25 31.282 -0.277 -0.027 0.61
Si 9.734 -0.261 33.688 -0.202 0.104 0.628
Si 10.6 3.358 30.511 -0.045 0.101 0.116
Si 10.812 7.498 33.478 -0.23 0.075 0.794
Si 14.862 11.235 33.742 0.205 0.071 0.567
Si 15.033 -0.32 33.799 0.003 -0.031 0.018
Si 10.949 3.745 33.398 -0.353 -0.15 0.733
Si 16.261 7.192 31.509 -0.038 0.003 0.15
Si 17.255 11.127 33.738 -0.034 0.021 0.076
Si 2.722 1.549 34.896 0.002 0.003 0.038
Si 2.77 5.472 34.95 0.022 0.024 -0.053
Si 2.629 9.353 35.063 0.076 -0.069 -0.006
Si 6.655 -2.165 35.012 -0.03 0.035 -0.009
Si 6.524 1.663 34.894 0.002 -0.007 0.01
Si 8.214 2.08 29.439 0.046 -0.028 0.078
Si 6.559 9.423 34.893 -0.043 0.006 0
Si 10.296 -2.208 34.878 0.019 0.042 0.016
Si 10.396 1.759 34.724 0.017 0.009 0.018
Si 10.482 5.569 34.808 0.03 -0.007 -0.055
Si 10.336 9.414 34.794 0.066 0.008 -0.033
Si 14.347 -2.224 34.983 -0.04 -0.033 -0.01
Si 14.337 1.605 34.963 -0.038 0.072 0.012
Si 14.299 5.529 34.886 -0.026 0.018 -0.052
Si 14.267 9.349 34.986 -0.031 -0.03 -0.01
Si 16.165 -2.258 36.461 0.032 -0.01 -0.054
Si 16.229 1.68 36.334 0.01 -0.013 -0.046
Si 16.203 5.49 36.267 -0.004 -0.011 0.031
Si 16.129 9.254 36.423 0.002 0.015 -0.008
Si 4.602 -2.228 36.201 -0.011 0.001 -0.03
Si 4.633 1.527 36.285 -0.006 0.025 -0.034
Si 4.69 5.514 36.29 0.015 -0.016 0.024
Si 4.639 9.444 36.287 -0.001 -0.031 0.019
Si 8.514 -2.191 36.418 0.03 -0.002 -0.01
Si 8.504 1.783 36.2 0.016 -0.019 -0.042
Si 8.476 5.481 36.094 -0.004 0.017 -0.021
Si 8.478 9.303 36.257 0.004 0.022 -0.052
Si 12.299 -2.199 36.169 0.021 -0.003 -0.022
Si 12.305 1.614 36.177 -0.011 0.019 -0.029
Si 12.359 5.533 36.248 0.003 -0.004 0.057
Si 12.265 9.423 36.218 -0.008 -0.016 -0.007
Si 16.157 11.198 37.752 -0.004 -0.023 0.011
Si 16.184 -0.262 37.689 -0.001 -0.007 -0.023
Si 16.199 3.593 37.663 0.008 0.041 0.005
Si 16.172 7.344 37.717 -0.022 -0.002 0.009
Si 4.64 11.312 37.666 -0.007 -0.016 0.024
Si 4.618 -0.351 37.647 -0.008 -0.002 0.037
Si 4.647 3.534 37.592 -0.003 0.023 -0.036
Si 4.655 7.463 37.614 -0.007 0.021 -0.009
Si 8.494 11.22 37.669 -0.006 0.019 -0.002
Si 8.502 -0.178 37.608 -0.022 -0.011 0.013
Si 8.497 3.642 37.593 0.017 -0.002 0.021
Si 8.469 7.369 37.562 -0.009 -0.036 0.02
Si 12.308 11.307 37.61 0.026 -0.014 0.021
Si 12.297 -0.285 37.571 -0.001 0.017 0.011
Si 12.341 3.561 37.561 0.001 0.018 -0.035
Si 12.309 7.469 37.588 0.018 -0.013 -0.017
Si 2.724 11.255 39.044 0.011 0.01 0.021
Si 2.716 -0.288 39.032 0.013 -0.012 0.021
Si 2.745 3.581 38.995 0.003 -0.002 0.001
Si 2.743 7.41 39.009 0.005 0.001 0.009
Si 6.567 11.268 39.014 -0.002 0.003 0.007
Si 6.571 -0.272 38.97 0.003 0.001 0.001
Si 6.568 3.575 38.957 -0.004 0.001 0.004
Si 6.572 7.419 38.971 -0.002 0.003 0.001
Si 10.413 11.264 39.008 0.019 0.008 0.013
Si 10.409 -0.247 38.98 -0.008 0 0.004
Si 10.427 3.596 38.95 0.003 -0.012 0.004
Si 10.391 7.407 38.95 -0.001 0.011 0.006
Si 14.205 11.259 39.029 -0.007 -0.003 0.014
Si 14.218 -0.265 38.973 -0.019 -0.022 0.007
Si 14.241 3.571 38.971 -0.002 -0.004 0.006
Si 14.211 7.411 39.003 -0.007 0.004 0.014
Si 15.373 1.94 11.539 -0.014 0.018 -0.003
Si 15.343 5.745 11.582 0.01 0.026 -0.007
Si 15.354 9.601 11.568 -0.001 -0.026 0.007
Si 15.379 13.464 11.54 0.017 0.007 -0.005
Si 3.842 1.925 11.542 0.002 -0.025 0.004
Si 3.845 5.745 11.603 -0.009 0.028 -0.001
Si 3.871 9.607 11.568 0.001 -0.012 -0.015
Si 3.868 13.443 11.538 -0.015 0.007 0.003
Si 7.624 1.937 11.516 0.014 0.005 -0.007
Si 7.654 5.753 11.616 -0.005 0.002 -0.011
Si 7.681 9.576 11.579 0.002 -0.026 -0.013
Si 7.656 13.42 11.55 0.001 0.003 0.007
Si 11.555 1.925 11.502 -0.002 -0.015 -0.003
Si 11.543 5.756 11.563 0.009 0.01 -0.016
Si 11.578 9.586 11.545 -0.002 -0.008 -0.007
Si 11.555 13.448 11.521 -0.012 0.01 -0.021
Si 13.453 2.021 12.903 -0.007 -0.026 0.024
Si 13.43 5.769 12.989 0.02 -0.037 -0.008
Si 13.452 9.553 12.989 -0.01 -0.004 0.003
Si 13.464 13.452 12.905 -0.028 0.037 0.019
Si 1.918 1.902 12.885 -0.022 0.001 -0.009
Si 1.889 5.726 12.916 -0.013 0.009 -0.007
Si 1.919 9.655 12.867 0.006 -0.003 0.003
Si 1.94 13.503 12.866 -0.011 -0.008 -0.005
Si 5.733 1.943 12.943 0.051 0.021 0
Si 5.739 5.763 13.037 -0.009 0.007 0.008
Si 5.776 9.561 12.984 0.002 -0.003 -0.015
Si 5.75 13.391 12.96 0.009 -0.019 0.012
Si 9.588 1.913 12.773 -0.017 -0.039 -0.037
Si 9.623 5.734 12.914 -0.01 0.009 0.028
Si 9.652 9.567 12.868 -0.017 0.016 -0.015
Si 9.613 13.427 12.84 0.032 -0.024 -0.006
Si 13.467 0.068 14.162 -0.052 0.023 -0.062
Si 13.369 3.886 14.411 -0.012 0.005 -0.002
Si 13.443 7.636 14.437 -0.009 0.034 0.003
Si 13.49 11.516 14.282 0.019 0.008 -0.005
Si 1.963 0.004 14.275 0.038 -0.022 0.039
Si 1.837 3.778 14.273 -0.008 0.08 0.005
Si 1.909 7.714 14.164 0.012 -0.008 0
Si 1.95 11.602 14.208 0.021 -0.04 0.005
Si 5.735 -0.018 14.239 -0.048 -0.015 0.002
Si 5.704 3.825 14.405 -0.007 -0.034 0.029
Si 5.744 7.689 14.443 0.005 -0.009 0
Si 5.799 11.456 14.373 -0.014 0.017 0.019
Si 9.531 0.008 14.102 0.015 0.013 -0.004
Si 9.624 3.753 14.193 0.048 0 0.008
Si 9.671 7.669 14.255 -0.012 0 -0.008
Si 9.683 11.497 14.183 0.003 0.007 -0.025
Si 15.373 0.055 15.54 -0.08 0.06 0.101
Si 14.424 6.233 19.461 0.019 0.006 -0.143
Si 15.481 7.72 15.652 -0.009 0.003 0.04
Si 15.444 11.583 15.593 0.013 -0.046 0.006
Si 3.783 1.897 17.125 0.007 0.006 0.006
Si 3.685 3.809 15.725 0.056 0.038 -0.031
Si 3.126 5.772 16.918 0.021 -0.028 -0.014
Si 3.082 9.629 16.977 -0.035 0.006 -0.063
Si 7.697 1.804 16.964 -0.036 -0.001 0.03
Si 8.287 5.677 16.821 0.03 -0.017 0.025
Si 7.8 7.661 15.666 -0.043 0.019 0.052
Si 7.843 11.46 15.615 -0.041 -0.041 -0.006
Si 11.462 0.125 15.355 0.033 -0.002 -0.031
Si 11.382 3.801 15.774 0.055 0.031 0.001
Si 11.373 9.592 17.036 0.15 -0.025 -0.698
Si 11.557 11.501 15.608 -0.014 -0.066 -0.004
Si 9.456 1.132 18.363 0.099 -0.203 -0.603
Si 16.103 5.799 16.889 0.145 -0.061 -0.689
Si 13.821 9.353 19.129 -0.003 0.008 -0.197
Si 15.338 13.54 16.902 -0.014 -0.014 0.017
Si 5.788 2.36 18.198 0.05 -0.394 -0.729
Si 6.871 5.355 18.624 0.393 0.138 -0.505
Si 6.006 13.234 18.286 -0.16 -0.067 -0.866
Si 3.952 13.402 17.022 0.022 0.003 0
Si 7.666 -0.056 15.54 0.005 -0.015 -0.014
Si 3.69 7.712 15.683 0.078 0.006 -0.003
Si 8.255 9.577 16.99 -0.158 0.021 -0.78
Si 3.801 11.493 15.672 0.043 -0.019 0.022
Si 15.13 1.888 17.036 -0.566 0.008 -0.509
Si 10.693 5.641 17.135 -0.029 -0.021 -0.075
Si 6.582 10.34 19.534 0.089 0.067 -0.113
Si 11.481 13.607 16.608 0.062 -0.023 -0.093
Si 13.223 1.059 18.162 0.119 -0.067 -0.69
Si 15.337 3.855 15.722 0.032 0.037 0.035
Si 3.687 9.309 19.241 -0.126 0.156 -0.731
Si 13.293 -1.329 17.968 0.261 0.161 -0.591
Si 2.188 1.345 18.829 0.487 0.081 -0.447
Si 4.082 6.306 18.994 -0.28 -0.098 -0.614
Si 15.974 9.694 16.895 0.317 -0.07 -0.573
Si 1.917 -1.717 18.154 0.106 0.014 -0.72
Si 3.89 -0.011 15.69 0.017 -0.025 0.031
Si 7.766 3.741 15.587 -0.062 0.057 -0.008
Si 8.563 9.574 21.894 -0.011 0.001 -0.155
Si 11.171 -1.746 19.894 -0.28 0.11 -0.389
Si 11.329 1.793 17.031 -0.039 0.02 0.046
Si 11.541 5.431 19.381 -0.376 -0.018 -0.518
Si 11.474 7.567 15.813 0.037 0.005 0.044
Si 7.846 13.413 16.896 0.009 -0.032 0.015
Si 13.117 9.847 22.04 -0.066 -0.073 -0.119
Si 10.78 11.764 22.255 -0.018 -0.075 -0.169
Si 16.749 2.088 21.637 0.078 0.041 -0.076
Si 3.357 5.616 24.333 -0.043 -0.065 -0.086
Si 2.379 11.756 20.442 0.14 -0.036 -0.032
Si 5.879 0.246 20.385 0.045 0.044 -0.059
Si 9.956 8.228 30.606 -0.001 0.099 0.263
Si 8.481 5.784 26.17 -0.013 0.028 -0.054
Si 9.746 -1.266 18.106 -0.019 0.042 0.084
Si 9.872 5.408 23.35 -0.011 -0.072 -0.103
Si 10.151 -0.177 28.579 -0.09 0.089 0.088
Si 14.972 -1.252 27.244 0.045 0.027 0.027
Si 14.865 4.581 21.942 -0.099 -0.052 -0.142
Si 6.988 9.637 24.435 0.104 0.031 -0.025
Si 12.364 0.72 21.104 0.065 0.034 -0.319
Si 6.749 3.446 27.158 0.048 -0.018 0.108
Si 9.641 11.323 33.536 -0.013 -0.031 0.01
Si 10.853 7.642 21.55 -0.06 -0.034 -0.111
Si 3.647 2.797 23.426 0.022 0.107 0.02
Si 14.917 3.911 26.782 -0.042 -0.075 0.033
Si 16.809 -2.329 22.857 0.061 0.1 -0.127
Si 11.018 1.81 26.243 0.051 -0.011 0.02
Si 14.803 -0.031 22.749 0.016 0.112 -0.006
Si 15.686 5.989 24.637 0.096 0.005 -0.067
Si 17.068 2.975 28.725 0.084 -0.007 0.176
Si 4.479 4.308 28.996 -0.054 -0.093 0.047
Si 1.964 -2.624 25.749 0.051 0.077 0.173
Si 8.319 1.645 21.309 0.076 -0.021 -0.248
Si 2.566 -2.32 34.951 0.037 -0.019 0.035
Si 5.802 1.379 25.092 0.096 -0.059 0.006
Si 4.858 -1.406 26.191 -0.052 -0.011 -0.073
Si 6.289 12.582 23.826 0.023 0.073 -0.026
Si 5.659 7.262 25.841 0.008 -0.041 0.082
Si 7.489 4.694 21.422 0.003 -0.144 -0.112
Si 11.802 3.616 21.826 0.032 0.091 -0.207
Si 13.972 1.188 25.563 -0.062 -0.096 0.033
Si 13.737 11.509 28.046 0.005 0.123 0.025
Si 9.177 -2.04 24.164 -0.091 -0.059 -0.104
Si 14.553 8.95 24.62 0.012 0.086 0.089
Si 4.439 4.99 21.69 0.022 0.019 -0.057
Si 4.074 -1.644 21.833 -0.045 -0.022 -0.074
Si 16.356 10.206 26.835 0.017 -0.019 -0.041
Si 6.151 7.511 33.571 0.257 -0.08 0.804
Si 8.868 1.004 24.233 -0.05 0.084 -0.077
Si 9.302 10.924 26.081 0.029 0.03 -0.022
Si 9.021 12.388 28.676 0.047 0 0.182
Si 12.103 4.213 28.022 -0.09 -0.164 0.028
Si 4.661 7.263 28.856 -0.043 0.02 0.039
Si 15.394 13.432 0.689 0.003 0.009 0.006
Si 15.374 1.901 0.698 -0.019 -0.003 0.005
Si 15.393 5.761 0.665 -0.004 -0.005 0.007
Si 15.407 9.598 0.673 0 0.009 0.005
Si 3.845 13.44 0.662 0.012 0.001 0.01
Si 3.862 1.921 0.662 0.021 -0.013 0.001
Si 3.842 5.76 0.638 -0.002 0.002 0
Si 3.834 9.599 0.639 -0.009 0.009 0
Si 7.685 13.431 0.649 -0.006 0 0.003
Si 7.675 1.925 0.653 -0.019 -0.008 0.001
Si 7.696 5.782 0.64 -0.01 0.006 0.002
Si 7.697 9.607 0.642 -0.006 -0.001 -0.002
Si 11.508 13.436 0.68 0.009 0.003 0.01
Si 11.511 1.922 0.662 0.011 -0.008 0
Si 11.516 5.759 0.648 0.004 0.006 -0.002
Si 11.501 9.591 0.658 0.003 0.013 -0.001
Si 1.931 13.436 2.038 -0.002 -0.025 0.003
Si 1.932 1.911 2.024 -0.006 0.01 -0.005
Si 1.929 5.762 2.019 0.004 0.02 0.002
Si 1.933 9.6 2.031 -0.007 0.001 0.006
Si 5.767 13.448 2.022 -0.002 0.004 -0.002
Si 5.769 1.915 2.035 -0.001 0.004 0.006
Si 5.767 5.761 2.002 0.006 -0.01 -0.001
Si 5.763 9.603 1.998 0.007 -0.012 -0.012
Si 9.591 13.432 2.037 0.003 -0.027 0
Si 9.593 1.918 2.023 0.005 0.003 -0.007
Si 9.605 5.768 2.02 -0.003 0.017 0.007
Si 9.597 9.6 2.032 0.003 -0.009 0.01
Si 13.449 13.444 2.027 -0.007 0.004 -0.005
Si 13.437 1.91 2.033 0.004 0.008 0.002
Si 13.451 5.757 2.007 -0.003 -0.002 -0.002
Si 13.451 9.602 2.001 -0.005 0.005 -0.009
Si 1.926 -0.015 3.383 0.012 -0.004 -0.004
Si 1.923 3.837 3.379 0.006 -0.004 -0.001
Si 1.924 7.678 3.385 0.004 0.007 -0.002
Si 1.926 11.517 3.396 0.006 -0.004 0.005
Si 5.765 -0.016 3.388 0.003 0.006 0.002
Si 5.766 3.846 3.382 0 -0.01 0.002
Si 5.762 7.684 3.369 -0.01 0 -0.001
Si 5.763 11.518 3.379 0 0.012 0
Si 9.598 -0.014 3.379 -0.009 -0.001 -0.004
Si 9.601 3.842 3.381 -0.008 0.004 -0.001
Si 9.604 7.68 3.389 -0.009 0.006 0.005
Si 9.603 11.516 3.399 0 -0.001 0.003
Si 13.446 -0.018 3.39 -0.001 0.004 -0.001
Si 13.45 3.839 3.383 0 -0.014 0.001
Si 13.451 7.682 3.37 -0.002 -0.005 -0.003
Si 13.452 11.517 3.383 0.002 0.007 0.003
Si 15.383 -0.013 4.739 0.005 0.005 -0.004
Si 15.384 3.836 4.736 0.006 0.009 -0.004
Si 15.379 7.681 4.733 0.01 0.001 -0.005
Si 15.381 11.519 4.744 0.014 -0.001 -0.006
Si 3.841 -0.016 4.751 -0.002 0 0.002
Si 3.841 3.839 4.745 0.003 0.011 -0.001
Si 3.845 7.683 4.741 -0.008 -0.009 -0.005
Si 3.846 11.519 4.755 -0.015 -0.006 0.002
Si 7.686 -0.014 4.752 0.004 -0.002 0.002
Si 7.684 3.84 4.748 0.003 0.006 0.002
Si 7.679 7.68 4.742 0.008 -0.01 0
Si 7.679 11.517 4.754 0.009 -0.01 0.001
Si 11.519 -0.016 4.747 -0.009 -0.005 -0.001
Si 11.525 3.838 4.744 -0.005 0.009 -0.003
Si 11.532 7.682 4.742 -0.009 0.002 -0.003
Si 11.53 11.519 4.753 -0.018 -0.002 0
Si 15.388 13.448 6.1 -0.01 -0.01 -0.003
Si 15.386 1.913 6.1 -0.002 -0.001 0.001
Si 15.385 5.761 6.096 -0.004 -0.002 0
Si 15.384 9.596 6.107 -0.012 -0.002 0.001
Si 3.836 13.445 6.112 0.012 -0.004 0.003
Si 3.838 1.914 6.106 0.003 0 0.001
Si 3.837 5.764 6.103 0.004 0.012 -0.005
Si 3.839 9.595 6.116 0.013 -0.005 0.001
Si 7.689 13.445 6.11 -0.006 0.005 -0.001
Si 7.686 1.915 6.107 -0.005 0.005 -0.003
Si 7.682 5.763 6.108 -0.008 0.004 0.001
Si 7.683 9.594 6.115 -0.013 0.001 0.003
Si 11.523 13.447 6.11 0.009 -0.002 -0.001
Si 11.519 1.913 6.106 0.004 0 -0.003
Si 11.528 5.761 6.104 0 -0.001 0.002
Si 11.53 9.596 6.116 0.013 0.003 0.006
Si 1.914 13.447 7.481 -0.011 0.002 0.006
Si 1.917 1.916 7.476 0.01 0.009 0.005
Si 1.916 5.768 7.468 0.017 0 -0.006
Si 1.915 9.593 7.482 -0.003 -0.005 -0.001
Si 5.763 13.443 7.463 0.004 0 0.005
Si 5.762 1.917 7.464 0.011 0.003 0.003
Si 5.756 5.766 7.463 -0.01 -0.01 -0.006
Si 5.761 9.587 7.477 -0.007 0 -0.001
Si 9.605 13.443 7.485 -0.004 -0.006 0.006
Si 9.6 1.914 7.482 -0.007 0.004 0.002
Si 9.605 5.765 7.469 -0.004 0.004 0.003
Si 9.606 9.592 7.482 -0.013 -0.007 -0.001
Si 13.46 13.448 7.45 0.002 0.012 -0.003
Si 13.455 1.916 7.449 0.001 -0.003 -0.003
Si 13.461 5.761 7.451 0.009 -0.001 -0.001
Si 13.461 9.596 7.467 0.003 -0.001 -0.001
Si 1.917 -0.009 8.842 -0.003 -0.002 0.006
Si 1.918 3.85 8.832 -0.009 0.02 -0.001
Si 1.916 7.674 8.858 -0.006 -0.007 0.004
Si 1.914 11.516 8.844 0.006 -0.015 0.008
Si 5.76 -0.015 8.81 0.002 0.004 -0.005
Si 5.751 3.848 8.816 0.007 0.012 -0.008
Si 5.757 7.669 8.848 0.003 -0.007 0.001
Si 5.766 11.516 8.819 0.001 0.003 -0.003
Si 9.597 -0.014 8.845 0.008 0.002 0.01
Si 9.595 3.849 8.837 -0.001 0.01 0.006
Si 9.603 7.672 8.853 0.006 -0.008 0.001
Si 9.608 11.512 8.847 0.002 0.006 0.002
Si 13.463 -0.012 8.798 -0.01 -0.011 -0.007
Si 13.458 3.84 8.808 -0.003 -0.017 0
Si 13.465 7.671 8.825 -0.003 0.004 0.002
Si 13.464 11.527 8.813 -0.003 0.01 -0.006
Si 15.362 0.003 10.186 -0.011 0 -0.001
Si 15.373 3.852 10.179 0.035 -0.001 -0.005
Si 15.37 7.672 10.214 0.005 -0.013 -0.011
Si 15.367 11.525 10.198 -0.012 0 -0.005
Si 3.858 -0.01 10.19 0 0.001 -0.001
Si 3.845 3.851 10.195 0.003 0.001 -0.012
Si 3.844 7.668 10.226 -0.001 0.004 -0.001
Si 3.855 11.517 10.187 -0.008 -0.01 -0.012
Si 7.655 -0.023 10.198 0.013 0.011 0.008
Si 7.655 3.866 10.188 -0.003 -0.003 -0.008
Si 7.672 7.657 10.22 -0.007 0.013 -0.002
Si 7.672 11.498 10.198 0 -0.015 0.001
Si 11.553 -0.013 10.165 0.012 -0.002 -0.004
Si 11.54 3.853 10.168 -0.01 0.01 0.001
Si 11.549 7.667 10.189 -0.008 -0.002 -0.012
Si 11.554 11.514 10.183 -0.005 0.002 -0.003
O 14.237 11.186 32.215 0.15 -0.247 -0.233
O 15.173 3.458 32.423 0.03 -0.122 -0.289
O 2.473 3.584 32.275 0.088 -0.054 -0.573
O 16.441 7.842 30.046 -0.514 -0.222 -0.577
O 14.861 7.612 32.202 -0.147 0.23 -0.541
O 4.178 10.769 31.745 -0.005 -0.433 0.429
O 2.345 -2.663 31.176 -0.383 0.091 -0.364
O 17.494 7.721 32.404 0.155 0.389 -0.159
O 5.093 -1.865 27.706 -0.5 0.067 0.061
O 6.839 -0.363 32.202 0.223 -0.024 -0.407
O 11.289 3.195 27.048 -0.45 0.111 -0.165
O 6.95 7.694 32.168 0.448 -0.074 -0.105
O 8.414 8.355 30.151 -0.106 -0.059 -0.392
O 11.319 -0.328 29.696 0.585 -0.418 -0.292
O 10.26 -0.408 32.127 -0.287 -0.391 -0.339
O 12.787 0.33 31.788 -0.08 0.162 0.216
O 10.31 4.125 31.919 -0.374 0.63 -0.148
O 12.561 3.58 33.098 -0.082 0.028 -0.491
O 10.042 7.473 32.04 -0.205 -0.445 -0.273
O 12.415 7.506 33.117 0.064 0.098 -0.362
O 16.193 1.979 18.28 0.058 0.081 0.152
O 15.627 5.896 18.454 0.21 -0.326 0.22
O 15.137 9.837 18.315 0.036 0.155 0.319
O 5.705 6.497 18.78 0.282 0.66 -0.169
O 5.184 9.594 19.787 0.194 -0.356 0.139
O 7.293 9.601 18.291 -0.079 -0.406 0.054
O 7.533 10.221 20.83 -0.131 0.375 0.245
O 13.135 5.341 19.047 0.148 -0.399 -0.413
O 9.807 9.631 17.565 0.094 0.11 0.27
O 12.236 11.121 22.522 0.232 0.141 0.176
O 14.029 -1.851 31.072 -0.069 -0.044 -0.05
O 15.17 0.494 30.608 0.04 0.735 -0.243
O 15.084 10.79 27.598 -0.058 0.024 0.352
O 16.756 1.398 28.573 -0.02 -0.071 -0.445
O 5.22 0.159 25.985 -0.27 0.035 0.121
O 13.681 11.39 29.644 -0.103 -0.499 -0.104
O 6.239 9.711 30.498 0.007 0.047 -0.306
O 6.027 -0.672 29.778 0.371 0.248 -0.422
O 5.01 1.343 31.282 -0.536 0.024 -0.133
O 12.466 10.731 27.439 -0.202 0.343 0.369
O 8.908 0.623 29.278 -0.099 -0.088 0.141
O 5.186 3.833 30.372 -0.187 0.448 0.064
O 5.879 -2.253 25.279 0.274 -0.24 0.334
O 10.618 9.704 30.783 0.409 -0.034 -0.338
O 7.825 5.267 19.941 0.594 0.33 -0.05
O 9.487 12 30.18 -0.023 0.335 0.075
O 11.712 5.728 27.655 0.339 0.116 -0.396
O 14.908 5.854 20.946 0.372 0.466 0.189
O 14.286 0.118 26.739 -0.038 0.198 0.188
O 6.015 3.959 18.487 -0.197 0.135 0.102
O 2.332 1.899 20.347 0.414 0.446 0.222
O 3.862 5.261 20.211 -0.328 -0.401 -0.062
O 8.52 5.273 22.491 -0.021 0.338 0.146
O 3.417 7.721 19.465 -0.485 -0.002 0.225
O 3.741 12.627 20.693 0.263 0.066 -0.447
O 2.687 10.199 20.17 -0.533 -0.03 0.422
O 5.582 1.645 19.651 -0.214 0.183 0.513
O 9.476 8.43 21.21 -0.108 -0.325 -0.484
O 15.843 3.411 21.417 -0.146 0.244 -0.292
O 10.743 12.352 20.754 -0.28 -0.258 -0.157
O 6.15 -0.887 19.282 0.211 0.189 -0.164
O 10.67 0.65 27.311 0.153 -0.024 -0.243
O 9.224 1.592 19.948 0.258 0.491 0.132
O 11.229 4.175 20.391 -0.359 -0.34 -0.036
O 9.579 10.704 22.441 -0.087 -0.078 0.203
O 9.46 5.535 24.9 0.468 0.073 0.051
O 6.255 11.879 19.165 0.175 -0.137 0.48
O 13.129 1.31 19.793 0.395 0.14 0.197
O 11.206 6.773 20.233 0.069 0.519 0.041
O 10.863 4.16 23.037 0.044 -0.293 0.441
O 10.467 12.97 23.271 0.555 0.467 0.012
O 1.908 6.174 24.794 0.045 0.152 0.416
O 9.287 11.127 27.692 -0.007 -0.333 0.278
O 13.364 -0.118 22.043 -0.058 -0.563 0.19
O 13.976 7.769 19.372 -0.071 -0.183 -0.136
O 15.031 5.26 25.916 -0.325 0.386 0.099
O 5.336 12.138 29.906 -0.53 -0.109 -0.086
O 12.735 -1.973 19.402 0.218 -0.355 0.418
O 14.279 9.57 23.138 0.369 0.192 -0.018
O 7.464 -2.615 28.631 -0.122 -0.115 -0.44
O 5.624 4.356 27.863 -0.031 0.583 -0.209
O 12.366 1.391 25.445 -0.254 -0.174 -0.181
O 11.857 12.009 31.381 -0.084 0.278 0.152
O 2.302 -0.23 30.343 0.421 0.236 -0.27
O 9.348 -0.498 24.563 0.529 0.041 0.306
O 9.756 1.952 25.219 -0.046 0.266 0.003
O 9.31 3.27 29.537 -0.258 0.483 -0.582
O 5.856 8.652 25.028 -0.451 0.211 -0.019
O 15.43 -1.509 22.916 -0.505 -0.379 -0.077
O 4.243 3.437 22.067 0.294 -0.278 -0.19
O 4.617 -0.24 21.257 -0.261 0.452 0.081
O 9.301 6.646 27.27 -0.226 0.432 0.42
O 7.116 6.559 25.798 0.111 0.107 -0.166
O 16.043 -1.767 26.155 0.061 0.193 -0.547
O 3.262 3.303 28.656 0.088 -0.411 -0.205
O 7.271 2.294 28.157 -0.21 -0.346 -0.19
O 17.408 10.266 30.31 -0.429 0.177 -0.205
O 6.006 7.25 29.756 0.065 -0.312 0.05
O 3.933 5.826 29.077 -0.38 -0.016 0.172
O 7.34 2.237 30.792 0.294 -0.234 0.183
O 7.581 3.084 21.4 -0.256 -0.079 0.243
O 5.205 -2.283 22.769 0.184 0.034 -0.139
O 6.626 11.644 32.18 0.303 0.17 -0.355
O 12.449 9.639 18.281 0.033 0.35 0.151
O 13.803 -2.341 27.529 -0.645 0.244 -0.035
O 14.928 7.394 24.449 -0.195 -0.168 0.05
O 6.001 2.73 25.938 -0.343 0.245 -0.076
O 7.263 1.054 24.478 -0.223 -0.077 -0.166
O 10.645 6.741 22.872 0.168 0.252 0.529
O 15.812 -1.026 28.604 0.073 -0.296 0.225
O 3.61 8.376 29.368 0.336 0.237 0.062
O 7.758 -2.264 23.4 0.007 0.367 -0.443
O 4.56 7.516 33.186 0.125 -0.065 -0.56
O 8.019 4.338 26.733 0.223 -0.281 -0.156
O 8.063 10.003 25.598 0.088 -0.255 0.38
O 10.681 7.354 29.463 0.202 -0.155 0.042
O 3.425 3.993 24.514 -0.169 -0.238 0.511
O 10.695 10.235 25.612 0.053 0.105 -0.326
O 14.669 2.61 25.863 0.36 0.148 -0.066
O 13.33 4.088 22.054 -0.015 0.018 0.349
O 9.163 12.406 25.467 0.214 0.277 0.359
O 3.306 -1.73 25.858 -0.036 0.171 0.136
O 7.757 8.971 23.164 -0.272 -0.486 -0.094
O 9.138 1.411 22.685 0.678 0.12 -0.103
O 11.761 2.007 21.862 -0.368 -0.04 0.238
O 14.604 0.655 24.188 0.137 0.134 0.094
O 2.053 11.391 26.601 0.571 -0.164 0.318
O 15.811 9.608 25.425 0.356 -0.069 -0.38
O 6.027 5.262 21.798 0.047 0.443 0.449
O 17.035 9.144 27.847 0.151 -0.187 -0.13
O 9.784 -1.678 28.143 0.254 -0.12 -0.661
O 2.229 2.153 23.005 -0.065 -0.271 0.277
O 11.191 -0.342 20.733 -0.622 0.207 0.504
O 15.414 5.047 23.368 0.21 -0.292 0.11
O 4.37 -1.129 31.772 0.297 -0.471 0.084
O 16.325 3.766 27.548 0.343 0.183 -0.368
O 11.42 8.278 27.157 0.178 0.046 -0.101
O 11.779 3.962 29.597 0.337 -0.059 0.286
O 2.678 -1.324 22.584 -0.204 0.741 0.081
O 15.769 0.822 21.787 0.011 -0.183 -0.39
O 4.683 1.687 23.968 -0.039 -0.185 -0.117
O 16.333 5.598 31.467 0.049 0.069 -0.099
O 1.719 12.295 24.231 0.229 -0.685 -0.094
O 4.537 6.326 25.161 0.071 -0.185 -0.074
O 5.125 7.554 27.338 -0.016 0.242 -0.025
O 13.692 4.029 27.828 0.231 0.133 0.439
O 16.782 11.923 21.706 -0.404 -0.263 0.15
O 13.759 10.095 20.566 0.146 0.445 0.222
O 10.926 1.88 31.025 0.034 0.038 0.014
O 16.427 3.392 30.133 -0.37 -0.227 -0.23
O 7.207 0.462 21.272 -0.083 -0.487 0.174
O 2.058 -0.284 18.947 0.137 0.066 0.228
O 13.172 9.164 25.44 -0.004 -0.112 0.072
O 3.626 5.906 22.752 -0.371 0.658 -0.284
O 6.27 10.975 23.883 -0.546 -0.282 -0.038
O 12.094 8.602 21.892 0.195 -0.303 0.356
O 1.662 12.411 19.158 -0.496 -0.455 0.014

Results
total energy: -108209.029 eV
total energy less fixed offsets of O -438.35, Si -107.03 eV per atom: -1.039 eV
